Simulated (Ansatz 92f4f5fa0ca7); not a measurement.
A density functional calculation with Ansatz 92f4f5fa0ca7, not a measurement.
Periodic cell of 254 atoms, Si144O106N4, from a study of silicon, its oxide and their interface. The atomic structure is a simulated model.
This geometry differs little from another in the collection (a relaxation step or a small displacement).

Settings: functional r2SCAN; potential files Ansatz PAW; basis plane waves; wave-function cutoff 800 eV; density cutoff ratio 5; exchange-correlation grid ratio 1; k mesh 1 x 1 x 1, shifted by 0.5 0.5 0 of a step; self-consistency stop 1e-10 eV per atom in the density residual; occupations fixed; spin none; net charge 0.

Cell vectors (angstrom)
a	10.887	0	0
b	0	10.887	0
c	0	0	36.2444

Atoms and the computed forces on them: element, x, y, z (angstrom), force x, y, z (eV/angstrom)
Si	-0.5626	0.5612	0.0769	0.0088	-0.0154	-0.0791
Si	2.4116	3.1561	0.0047	0.0142	-0.0059	-0.0822
Si	0.0686	5.2671	-0.0329	-0.019	0.0148	-0.0942
Si	2.6721	8.0841	0.1735	0.0055	-0.0085	-0.0901
Si	5.674	-0.1594	0.0415	-0.0105	0.0109	-0.0841
Si	8.141	2.7014	0.4495	-0.0018	0.0024	-0.039
Si	5.9303	4.8729	0.0596	-0.0163	0.0082	-0.0895
Si	7.9511	8.5756	0.0268	0.0193	-0.0096	-0.0886
Si	1.2456	1.5297	1.2926	-0.0005	0.0013	0.0039
Si	4.0956	4.0945	1.3816	0.0003	-0.0005	0.0049
Si	1.259	6.756	1.4153	-0.0026	-0.0017	0.0017
Si	4.0309	9.5933	1.3307	0.001	-0.0009	0.0013
Si	6.7202	1.2895	1.5766	-0.0013	-0.0014	0.0032
Si	9.5642	4.1554	1.5197	0.0004	-0.0008	0.0025
Si	6.8465	6.7931	1.1982	-0.0016	-0.0007	0.0056
Si	9.4243	9.7099	1.4271	-0.002	0.0006	0.0027
Si	0.0163	2.784	2.8476	-0.0003	-0.0039	0
Si	2.6384	0.0952	2.6404	-0.0021	-0.0003	-0.0016
Si	-0.0694	8.2407	2.6873	-0.0009	0.0001	-0.0016
Si	2.7264	5.4622	2.759	-0.0012	0.0005	-0.0012
Si	5.3285	2.6935	2.807	-0.0027	0.0033	-0.0002
Si	8.1136	0.0139	2.925	0.0028	-0.0003	0.0018
Si	5.4199	8.1374	2.6287	-0.0022	-0.0031	-0.0009
Si	8.1572	5.5569	2.7386	-0.0041	0.0025	0
Si	1.404	4.1101	4.1632	-0.0009	0.0005	0.0014
Si	3.9887	1.3454	4.1305	-0.0019	-0.0015	-0.0001
Si	1.3228	9.5814	4.0321	-0.0006	0.0009	0.0004
Si	4.082	6.8411	4.0777	0.0001	-0.0013	-0.0003
Si	6.7736	4.1179	4.0455	0.0006	-0.0013	-0.0001
Si	9.5157	1.4084	4.1725	-0.0027	0.0017	0.0018
Si	6.7412	9.4595	4.1156	-0.0024	-0.0008	-0.0008
Si	9.5	6.8834	4.1104	-0.0014	-0.0016	-0.0006
Si	-0.015	0.0136	5.4787	-0.0015	-0.0008	0.0006
Si	2.7105	2.7186	5.522	-0.0022	-0.0004	0.0015
Si	-0.0049	5.4974	5.4405	-0.0024	-0.001	0.0004
Si	2.6985	8.2111	5.3966	-0.0017	0.0005	0.0002
Si	5.3877	-0.0312	5.4414	-0.0009	-0.0008	-0.0001
Si	8.129	2.7781	5.4553	-0.0001	-0.0002	0.0003
Si	5.4315	5.4467	5.441	-0.0013	-0.0006	0.0009
Si	8.1256	8.1713	5.4998	0.0004	-0.0009	0.0005
Si	1.3497	1.3555	6.8514	-0.0024	-0.0001	0.0007
Si	4.1034	4.0758	6.833	-0.0007	-0.0001	-0.0001
Si	1.3656	6.8432	6.7862	-0.0023	-0.001	0.0004
Si	4.0398	9.5207	6.8098	-0.0001	-0.0003	0.0002
Si	6.7773	1.357	6.7703	-0.0008	0.0001	0.0009
Si	9.5318	4.1086	6.7956	-0.002	0.0002	0.0006
Si	6.7939	6.7756	6.8279	-0.0024	-0.0005	-0.0006
Si	9.4996	9.5354	6.8338	-0.0009	0.0001	0.0001
Si	-0.002	2.7421	8.1714	-0.0022	-0.0006	0.0004
Si	2.7089	-0.013	8.1945	-0.0021	-0.0004	0.0016
Si	0.0185	8.1913	8.1669	-0.0014	-0.0004	0.0003
Si	2.7035	5.4385	8.1403	-0.0015	0.0002	0.0001
Si	5.4538	2.6837	8.18	-0.0024	-0.0008	0.0007
Si	8.129	0.0212	8.1663	0	-0.0003	0.0012
Si	5.383	8.1215	8.138	-0.0007	-0.0008	0.0006
Si	8.2028	5.4486	8.1726	-0.0001	0.0003	0.0009
Si	1.3887	4.0755	9.545	-0.0004	-0.0007	0.0008
Si	4.0741	1.326	9.5518	-0.0011	0.0012	-0.0007
Si	1.3487	9.5436	9.5724	-0.0031	-0.0007	0.0009
Si	4.0143	6.7862	9.5244	-0.0004	0.0003	0.0008
Si	6.8516	4.0561	9.4849	-0.0019	-0.0004	0.0004
Si	9.5518	1.3568	9.5111	0.0004	-0.0015	0.0005
Si	6.7381	9.4881	9.4565	0.0011	0.0014	-0.0001
Si	9.6236	6.7749	9.5218	-0.0021	-0.0009	0.0009
Si	0.0281	0.0488	10.9452	0.0006	-0.0006	-0.0005
Si	2.7201	2.6883	10.923	-0.0024	0.0004	-0.0016
Si	0.1254	5.4593	10.9706	0.0007	-0.0014	-0.0003
Si	2.6329	8.1137	10.9324	-0.0028	0.0014	-0.0009
Si	5.3563	-0.1265	10.8868	-0.001	0	0.0003
Si	8.252	2.7453	10.8475	-0.0023	-0.001	0.0001
Si	5.4166	5.384	10.7714	-0.0017	-0.0009	-0.0001
Si	8.1943	8.1636	10.719	-0.0009	0.001	0
Si	1.3854	1.4027	12.4111	-0.0021	-0.0012	0.0013
Si	4.1399	4.03	12.2152	0.0012	-0.0005	0.0012
Si	1.4123	6.8084	12.4972	-0.0014	-0.0004	-0.002
Si	3.9101	9.4232	12.3478	0.0025	-0.0016	0.0005
Si	6.8585	1.2684	11.9864	-0.0029	-0.0023	-0.002
Si	9.6702	4.066	12.2659	0.0004	0.0023	0.0002
Si	6.8364	6.7607	11.9674	0.0014	-0.0013	-0.0013
Si	9.5089	9.4811	12.1316	-0.0021	-0.0011	-0.0019
Si	0.1238	2.866	13.8573	0.0053	-0.0007	0.0079
Si	2.468	-0.1455	13.8626	0	0.0012	0.0037
Si	-0.2895	8.1278	13.7	-0.0063	0.0012	-0.0034
Si	3.0487	5.4369	13.7756	0.0022	0.0009	0.0035
Si	5.4867	2.4791	13.3491	0.003	-0.0033	-0.0003
Si	8.2081	0.0362	13.4015	-0.0018	0.0016	0.0034
Si	5.5331	8.0516	13.3869	-0.0049	0.0016	-0.0013
Si	8.1361	5.4053	13.3648	-0.0011	-0.0004	-0.0004
Si	1.5191	4.4525	15.2245	-0.0082	-0.0121	-0.0991
Si	4.3905	0.9164	14.718	-0.0059	-0.0162	-0.0644
Si	0.4596	9.7364	15.2482	-0.0033	0.0174	-0.0689
Si	5.0604	6.29	14.9238	-0.0013	-0.0225	-0.0888
Si	6.9955	3.7709	14.5598	-0.0086	0.0037	-0.039
Si	9.4003	1.4285	14.8638	0.0039	0.0077	-0.0409
Si	6.7958	9.5409	14.6322	0.0122	-0.0017	-0.0368
Si	8.8003	7.0409	14.9339	-0.0059	0.0212	-0.0833
Si	9.4529	-9.1713	26.9221	0.024	0.004	-0.2
Si	10.4952	-4.4588	28.521	0.0081	-0.0285	-0.2682
Si	3.2431	2.039	28.5663	-0.0485	0.0017	-0.2349
Si	-8.8776	18.8671	27.2805	0.0116	-0.0159	-0.2223
Si	12.2338	-3.7911	16.821	-0.022	0.0142	-0.1779
Si	7.9063	13.5005	17.1683	0.0137	-0.0185	-0.146
Si	4.7614	7.7431	28.5719	-0.0281	0.0232	-0.2306
Si	18.1811	-6.933	26.2694	-0.0157	-0.0002	-0.2135
Si	3.2161	13.5329	17.1506	-0.0208	0.0112	-0.1846
Si	4.4256	7.033	17.7001	0.0047	-0.0054	-0.2093
Si	28.4729	4.5412	21.5965	-0.0216	0.0157	-0.2361
Si	24.828	-0.0387	21.501	0.0379	-0.0254	-0.22
Si	6.0512	0.3759	16.9646	0.03	-0.0068	-0.1565
Si	13.3218	-4.9583	20.5931	-0.0333	-0.0095	-0.1852
Si	22.0909	4.8935	24.7006	-0.0068	-0.0115	-0.2183
Si	-3.0783	-2.0431	24.4248	0.0235	-0.0173	-0.2311
Si	17.1238	-33.9785	30.6861	0.0027	0.0198	-0.2306
Si	16.0668	16.3199	30.3361	0.0137	-0.0499	-0.235
Si	2.8917	6.4045	24.6989	0.0485	0.012	-0.2373
Si	8.5963	19.1081	19.3262	0.0428	0.0189	-0.2059
Si	28.3938	-3.7198	32.4984	-0.0122	0.0219	-0.24
Si	11.4957	1.3375	22.2546	0.0282	-0.0172	-0.1772
Si	26.408	4.3989	19.2895	-0.0185	-0.0056	-0.2153
Si	3.828	7.8736	22.3826	-0.0052	0.0111	-0.2198
Si	-1.3835	-10.2664	24.191	0.0076	0.0035	-0.2034
Si	2.916	1.608	23.942	0.014	-0.0119	-0.2326
Si	-11.0546	17.2128	19.4737	-0.0204	0.0131	-0.192
Si	7.3557	-10.5596	28.5123	0.0245	0.0271	-0.2165
Si	12.8685	-1.7357	31.6235	0.0264	-0.0199	-0.2137
Si	3.4618	11.2349	18.7512	0.0293	0.025	-0.2083
Si	-5.2105	9.5323	26.3898	0.0023	0.0002	-0.2192
Si	9.368	3.1346	22.6718	-0.0281	0.0059	-0.1983
Si	-6.5041	6.417	34.3515	-0.0252	0.0262	-0.2206
Si	4.9563	4.0582	24.2525	-0.0089	0.019	-0.2209
Si	-1.8735	-0.1313	17.4101	0.0203	0.0377	-0.17
Si	14.7413	-10.2876	31.2502	0.0323	0.0141	-0.2682
Si	0.0471	7.1338	31.3311	-0.0061	-0.0297	-0.2534
Si	-19.0108	-15.4636	31.9688	-0.0051	-0.0105	-0.2171
Si	-1.618	-3.9498	34.0044	-0.0152	0.0087	-0.2383
Si	-1.9289	6.4918	26.0611	0.0014	0.0221	-0.2036
Si	27.7168	-7.8022	28.7259	0.0409	-0.0084	-0.2026
Si	12.2423	-0.831	34.5303	0.0274	-0.0169	-0.1983
Si	8.5879	-5.2667	17.774	-0.0091	-0.0204	-0.19
Si	11.6528	-7.2294	27.5289	-0.0311	-0.0114	-0.2004
Si	14.1657	-13.1293	19.6556	0.0234	-0.0135	-0.2053
Si	3.6985	-20.6066	34.352	-0.0129	-0.0186	-0.2281
Si	6.9529	-3.2359	21.7289	0.0022	0.0053	-0.2409
Si	13.6958	-0.1484	26.4641	-0.011	0.0266	-0.219
O	-5.7846	6.2085	28.9098	0.0062	-0.0398	0.1201
O	-0.012	-0.0778	34.912	-0.0385	0.0294	0.0966
O	5.3488	-3.5087	33.4756	-0.043	-0.0206	0.1176
O	10.239	4.1647	23.5994	0.0461	0.0452	0.1194
O	15.0491	5.3897	24.7331	-0.0088	0.0042	0.0742
O	-12.641	-4.3504	27.6607	0.0361	0.0047	0.1359
O	3.8048	7.2214	35.6078	-0.0301	0.034	0.1028
O	8.8192	-21.1398	27.9279	-0.0419	-0.0313	0.1004
O	3.708	-9.669	32.7335	-0.0111	0.0258	0.2003
O	6.7712	-1.2729	35.7521	-0.0012	0.0036	0.0437
O	10.0967	-5.0451	34.8965	0.0443	-0.0479	0.1165
O	5.5135	-2.7467	27.196	-0.0162	-0.0409	0.1276
O	3.1729	8.0063	28.4039	0.0525	-0.0063	0.1117
O	-2.9261	7.0216	18.3805	-0.0006	0.0411	0.0841
O	3.1412	-5.0127	33.4696	0.045	-0.0025	0.1375
O	2.1087	14.5462	16.5463	0.0362	-0.033	0.0936
O	1.0758	8.6258	16.3108	0.0292	-0.0632	0.0862
O	4.9848	5.7627	18.5104	0.0051	-0.0431	0.0924
O	3.2197	17.3161	21.8978	0.0302	0.0307	0.1223
O	2.6302	10.9693	34.8775	-0.0047	0.0017	0.0714
O	3.2255	4.6241	20.082	-0.0268	0.0206	0.0839
O	4.847	10.9477	17.9816	-0.0666	-0.0065	0.1038
O	22.609	5.6568	20.5647	0.036	-0.0174	0.0833
O	4.5955	8.2778	18.7384	-0.0248	0.029	0.1044
O	7.8048	15.058	17.687	0.0005	0.0375	0.0715
O	6.7431	-9.1625	29.0467	-0.0134	0.0018	0.0704
O	34.7862	-7.7305	28.2309	0.0486	-0.0183	0.0819
O	2.5363	1.4446	18.0081	0.0036	-0.038	0.0863
N	5.6131	10.7232	15.3875	0.0022	0.009	0.0739
O	8.5211	-11.5154	24.2231	-0.0073	-0.0033	0.0673
O	24.3594	20.7469	18.8376	0	-0.0188	0.0916
O	14.741	11.5972	20.287	-0.021	-0.0138	0.1529
O	5.2574	-13.1061	29.7791	0.0367	0.0449	0.1364
O	-3.4443	-0.4678	17.0629	0.0015	0.0007	0.0642
N	10.0787	-0.0167	15.979	-0.0235	-0.0177	0.0829
O	-4.9359	15.8034	15.2788	-0.0105	0.0088	0.0431
O	21.2391	-4.7891	25.3556	-0.031	0.023	0.0916
O	13.906	7.9204	31.8531	0.0017	-0.0074	0.0778
O	1.501	0.4359	21.2537	-0.039	0.0338	0.0928
O	3.5514	0.4614	22.9536	0	0.0539	0.1415
O	0.8959	5.8832	15.8042	-0.0005	0.0492	0.0786
O	7.8031	8.3236	15.2948	0.0004	-0.0038	0.0382
O	29.2386	-13.2231	20.4546	-0.0557	-0.0252	0.1425
O	-5.4669	-13.8851	22.1606	-0.0037	-0.002	0.0719
O	13.2955	0.9063	25.3013	0.0019	-0.0572	0.1594
O	14.8881	1.9553	15.931	-0.0197	0.0328	0.1006
O	9.8455	7.5259	20.1238	-0.0033	0.0028	0.0805
O	10.5769	13.3715	27.7601	0.0228	0.009	0.0722
O	17.3323	1.92	17.3107	-0.0098	-0.0011	0.0541
O	19.0074	3.7877	21.8639	0.0485	-0.0279	0.0861
O	-1.8537	6.1159	16.284	-0.0048	-0.0374	0.1314
O	-1.1297	-5.6924	18.8269	0.0328	0.0105	0.0874
O	13.6399	-0.5365	30.8986	-0.0238	-0.0237	0.0893
O	6.2443	6.1252	31.3192	0.0412	0.0522	0.1424
O	-6.6008	14.207	18.1478	0.0311	0.0406	0.1122
N	19.1043	2.6865	15.4767	-0.0091	-0.002	0.0767
N	14.1944	-1.7432	21.3154	0.0009	0.0021	0.1362
O	19.8272	12.3779	17.8421	-0.0032	0.0035	0.0608
O	30.5326	-8.9438	23.5961	-0.0023	-0.0363	0.094
O	-5.1961	-17.4007	22.8417	-0.0517	-0.0235	0.1613
O	8.3974	2.7757	26.2928	0.0051	-0.0092	0.0761
O	13.4131	-3.6558	19.6381	-0.0082	-0.0164	0.0835
O	14.5786	-5.411	30.9544	-0.0546	0.0366	0.1129
O	-1.6684	20.4363	18.5285	-0.02	-0.0718	0.1057
O	-19.3226	6.8732	26.1758	-0.0307	0.0555	0.1617
O	7.8503	-4.3858	33.3209	0.0518	-0.0101	0.1072
O	21.3062	2.3943	21.6427	-0.0096	0.0032	0.0788
O	18.7564	5.3539	25.7047	0.0022	-0.0087	0.0693
O	2.9147	6.8704	17.1059	0.0313	0.0042	0.0882
O	-2.3431	-13.8252	25.5373	0.0203	-0.0458	0.0995
O	5.8714	-6.8713	20.273	0.0624	0.0068	0.1386
O	22.2722	-14.7995	18.1597	-0.0295	-0.0192	0.1293
O	11.1889	4.991	28.2918	-0.0155	0.0458	0.0882
O	12.7181	-1.4349	26.6032	0.0043	-0.0241	0.0759
O	4.2622	-11.5778	26.0617	0.0068	-0.0065	0.0768
O	6.5061	-11.1791	27.2767	0.0353	0.0373	0.124
O	1.5639	-2.1941	35.3623	0.0172	-0.0285	0.0909
O	1.2702	4.2376	35.7161	-0.0029	-0.0013	0.0418
O	-4.8118	3.5768	25.297	0.068	-0.0074	0.1306
O	-0.8178	-4.276	30.0699	0.0076	0.0316	0.1877
O	-3.0641	-13.7357	23.0268	0.0291	0.0437	0.17
O	5.3349	-0.0714	31.202	-0.0364	0.0175	0.0858
O	1.3445	9.7302	32.9725	-0.0263	0.0388	0.1681
O	14.4487	-9.1369	30.1342	0.0187	-0.0534	0.175
O	16.1228	7.1662	16.3119	-0.0151	0.0186	0.1271
O	-0.7379	-3.5098	32.7124	-0.0549	-0.0039	0.1646
O	12.5155	16.484	24.0379	-0.0169	-0.0061	0.0862
O	-7.5512	7.7995	23.9251	-0.028	-0.039	0.147
O	6.7873	4.0887	27.7859	-0.0435	-0.0191	0.1401
O	7.0816	-7.1456	35.9289	0.0105	-0.0108	0.0364
O	-0.1644	0.2691	23.1922	-0.0434	-0.0075	0.1001
O	11.7241	-17.854	25.9087	0.0111	-0.0323	0.1515
O	7.1016	6.0894	21.3455	-0.0017	-0.0098	0.0799
O	10.0851	0.93	25.66	-0.0041	0.0277	0.1461
O	16.0058	0.6914	34.9799	0.0379	-0.0268	0.097
O	6.9039	-2.2515	31.8321	0.0206	-0.0641	0.1219
O	22.4998	-2.3627	30.8206	0.019	0.0151	0.0888
O	3.9455	2.8108	24.1374	0.0129	0.0093	0.0703
O	18.3008	10.1759	29.7439	-0.0283	-0.0515	0.1316
O	17.2136	-12.5948	24.9572	-0.0465	0.0216	0.1256
O	11.5156	-14.2107	27.984	-0.0356	-0.0183	0.0994
O	12.1013	-4.852	31.6195	0.02	0.0014	0.0767
O	3.1928	-8.2933	34.9121	-0.0275	0.0405	0.0953
O	-8.0505	11.5256	27.8694	0.0184	0.0515	0.1285
O	-9.2614	2.2157	23.1717	0.0269	0.0126	0.0923
O	16.508	-6.9831	30.074	-0.0221	0.0567	0.1124
O	9.1736	1.6712	35.8693	-0.0072	0.0067	0.0394
O	8.8827	-13.6012	34.9728	-0.0299	0.0381	0.1133
O	5.277	-16.5972	34.8362	0.0326	-0.0382	0.1123
O	4.601	-19.1253	27.9307	0.005	-0.0007	0.0829

Results
free energy: -154109.174 eV
free energy less fixed offsets of N -386.36, O -570.45, Si -639.56 eV per atom: 0.606 eV

The program warned: the cutoff lies below the one the program advises for these potential files; the forces do not sum to zero within the program's tolerance; empty levels may hold ghost states of the PAW files; the exchange-correlation potential is rough where the density is thin.
